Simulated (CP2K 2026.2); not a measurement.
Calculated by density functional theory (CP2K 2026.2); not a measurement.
Periodic cell of 504 atoms, Si360O144, from a study of silicon, its oxide and their interface. The atomic structure is a simulated model.
Doubt: the forces sum to 2.00 eV/angstrom along one axis rather than to zero, so they err by at least 0.0040 eV/angstrom per atom on average; the grid cutoff is modest.

Settings: functional PBE; method Gaussian and plane waves; basis set DZVP-MOLOPT-SR-GTH; pseudopotentials GTH-PBE; grid cutoff 350 Ry, relative cutoff 50 Ry; k points Gamma only; occupations fixed; spin none; net charge 0.

Cell vectors (angstrom)
a	16.32	0	0
b	0	16.32	0
c	5.236	7.4796	34.0612

Atoms and the computed forces on them: element, x, y, z (angstrom), force x, y, z (eV/angstrom)
Si	6.329	22.404	33.877	0.315	-0.074	0.603
Si	4.362	1.09	0.034	-0.126	0.026	0.695
Si	6.235	11.749	33.971	0.103	-0.126	0.725
Si	4.323	6.486	0.025	-0.305	0.252	0.725
Si	6.33	17.203	34.027	0.309	-0.106	0.672
Si	4.523	12.017	0.135	-0.267	0.177	0.761
Si	6.726	15.353	0.021	0.031	-0.27	0.721
Si	15.084	8.606	34.056	-0.104	0.218	0.683
Si	6.553	4.238	0.166	0.289	-0.072	0.692
Si	9.743	7.021	0.033	-0.316	-0.007	0.53
Si	6.49	9.567	0.282	0.227	-0.096	0.693
Si	9.798	12.054	0.229	-0.245	-0.019	0.688
Si	11.854	14.998	0.197	0.271	-0.026	0.646
Si	20.4	8.372	33.822	-0.158	0.226	0.687
Si	17.179	12.194	34.032	0.048	-0.279	0.685
Si	20.39	14.064	33.974	-0.09	0.215	0.727
Si	11.948	9.824	0.346	0.098	0.016	0.708
Si	15.256	11.935	0.36	-0.078	-0.013	0.746
Si	2.709	16.167	1.156	-0.026	0.007	-0.03
Si	5.419	2.663	1.451	0.009	-0.035	-0.028
Si	2.629	5.391	1.241	-0.015	-0.01	-0.044
Si	5.298	8.056	1.516	-0.004	-0.025	-0.033
Si	2.75	10.884	1.255	0.004	0	-0.068
Si	5.61	13.674	1.348	-0.012	0.032	-0.069
Si	8.217	16.453	1.418	0.035	-0.009	-0.061
Si	10.952	2.85	1.17	0.015	0.042	-0.053
Si	8.186	5.578	1.226	0.014	0.014	-0.035
Si	10.854	8.261	1.645	0	-0.02	-0.045
Si	8.166	10.819	1.4	-0.018	-0.022	-0.054
Si	10.806	13.569	1.675	-0.003	0.006	-0.026
Si	13.596	16.214	1.226	-0.007	0.008	-0.012
Si	16.196	2.611	1.14	-0.004	-0.025	-0.025
Si	13.596	5.56	1.37	0.01	0.002	-0.064
Si	16.309	8.134	1.29	-0.023	-0.019	-0.046
Si	13.603	10.871	1.581	0.003	0.01	-0.017
Si	16.424	13.567	1.475	0.003	0.027	-0.029
Si	1.353	1.311	2.519	0.013	0.002	0.007
Si	3.988	4.054	2.68	-0.005	0.011	0.027
Si	1.359	6.793	2.657	0.022	0.001	0.027
Si	3.973	9.512	2.754	-0.018	0.012	0.012
Si	1.487	12.216	2.757	0.029	-0.02	0.014
Si	4.091	14.931	2.65	-0.005	-0.006	0.018
Si	6.843	1.415	2.806	0.01	0.017	0.034
Si	9.532	4.14	2.594	-0.025	-0.014	0.004
Si	6.812	6.771	2.749	0.019	0.023	0.012
Si	9.441	9.56	2.909	-0.015	0.015	0.047
Si	6.863	12.261	2.746	0.013	-0.01	0.027
Si	9.427	15.004	2.848	-0.036	0.025	0.029
Si	12.29	1.412	2.567	0.005	-0.009	-0.008
Si	14.902	4.008	2.606	-0.002	-0.001	0.006
Si	12.3	6.864	2.828	0.004	0.005	0.014
Si	14.978	9.431	2.784	0.016	-0.014	0.021
Si	12.281	12.264	2.922	-0.008	0.003	0.018
Si	14.948	14.935	2.701	-0.029	-0.021	0.007
Si	16.333	16.331	3.991	0.008	-0.003	-0.023
Si	2.654	2.664	4.001	-0.013	-0.019	0.003
Si	16.3	5.388	3.974	-0.027	0.008	-0.013
Si	2.659	8.137	4.103	-0.019	0.006	0.019
Si	16.364	10.86	4.068	-0.024	0.022	-0.022
Si	2.798	13.597	4.104	0.01	-0.004	-0.001
Si	5.427	16.315	4.05	0.008	-0.02	-0.011
Si	8.209	2.812	4.073	-0.002	0.023	-0.002
Si	5.408	5.398	4.045	-0.01	0.008	-0.011
Si	8.102	8.137	4.173	-0.008	0	-0.001
Si	5.425	10.884	4.051	0.002	-0.009	-0.03
Si	8.128	13.607	4.189	0.008	-0.012	0.013
Si	10.91	16.396	4.023	0.019	0.009	-0.03
Si	13.591	2.702	4.042	0.007	-0.012	0.008
Si	10.885	5.435	4.051	0.005	-0.014	-0.023
Si	13.641	8.157	4.207	-0.005	0.015	0.029
Si	10.871	10.896	4.207	0.006	-0.009	-0.02
Si	13.646	13.646	4.176	0.023	0.003	0.02
Si	17.686	14.961	16.327	-0.001	0.002	-0.006
Si	4.095	17.677	16.339	0.004	0.008	-0.011
Si	17.678	4.069	16.329	-0.009	0.003	-0.008
Si	4.083	6.814	16.307	0.003	-0.003	-0.007
Si	17.673	9.508	16.308	-0.002	-0.004	-0.011
Si	4.085	12.245	16.336	0.014	0	-0.006
Si	6.793	14.968	16.335	-0.007	-0.003	-0.014
Si	9.515	17.675	16.327	-0.003	-0.001	-0.012
Si	6.805	4.064	16.319	-0.014	0.001	-0.01
Si	9.519	6.808	16.313	0.011	0	-0.009
Si	6.798	9.522	16.32	0.014	-0.004	-0.01
Si	9.519	12.26	16.317	-0.005	0	-0.008
Si	12.233	14.945	16.341	0.001	-0.01	-0.009
Si	14.977	17.686	16.329	-0.003	0.004	-0.002
Si	12.253	4.091	16.295	0	0	-0.01
Si	14.963	6.788	16.294	-0.003	0.005	-0.008
Si	12.223	9.529	16.285	-0.003	-0.003	-0.008
Si	14.944	12.245	16.309	0.004	-0.003	-0.016
Si	2.722	16.325	17.694	0.016	-0.012	-0.007
Si	5.486	19.007	17.702	0.003	-0.008	0.005
Si	19.031	5.465	17.648	-0.002	0.01	0.016
Si	5.431	8.172	17.686	0.003	0.006	0.004
Si	2.726	10.851	17.665	-0.013	0.004	-0.009
Si	5.424	13.627	17.706	0.004	0.003	0.013
Si	8.172	16.301	17.702	0.003	0.012	-0.009
Si	10.864	19.085	17.64	0.006	-0.004	0.004
Si	8.141	5.454	17.661	0.008	-0.012	-0.003
Si	10.904	8.155	17.658	-0.017	0.007	0.022
Si	8.176	10.88	17.658	0.004	-0.003	0.008
Si	10.858	13.601	17.724	-0.007	0.005	-0.005
Si	13.617	16.311	17.662	-0.006	-0.007	0.018
Si	16.336	19.029	17.721	0.009	0.006	-0.002
Si	13.636	5.416	17.665	-0.008	-0.001	0.002
Si	16.3	8.15	17.657	0.005	-0.02	0.016
Si	13.534	10.917	17.647	-0.01	0.006	0
Si	16.327	13.582	17.662	-0.013	-0.001	0.003
Si	17.695	17.657	19.087	-0.014	-0.002	-0.009
Si	4.103	20.426	18.958	0.001	0.008	-0.032
Si	17.663	6.802	19.037	0.001	-0.007	-0.036
Si	4.049	9.495	19.063	-0.013	-0.009	0
Si	17.686	12.203	19.005	-0.003	0.007	-0.013
Si	4.062	14.997	19.092	0.007	-0.009	-0.016
Si	6.854	17.641	19.1	-0.01	0.013	-0.018
Si	9.502	20.438	19.02	-0.005	0.002	-0.021
Si	6.806	6.825	19.031	0.006	-0.007	-0.003
Si	9.569	9.54	19.012	0	0.013	-0.039
Si	6.801	12.231	19.004	0.018	0.004	-0.04
Si	9.506	14.955	19.108	-0.012	0	-0.004
Si	12.235	17.716	18.947	0.022	-0.009	-0.036
Si	14.996	20.412	19.076	-0.009	0.013	-0.007
Si	12.268	6.767	18.997	0.003	-0.008	-0.028
Si	14.882	9.529	18.936	0.002	-0.004	-0.015
Si	12.193	12.231	19.093	0.012	-0.02	-0.008
Si	14.973	14.931	19.026	-0.008	0.012	-0.051
Si	16.342	16.258	20.432	-0.002	-0.003	0.064
Si	19.094	19.077	20.339	-0.001	0.01	0.08
Si	16.361	5.433	20.468	0.013	0.008	0.056
Si	18.979	8.172	20.444	-0.007	-0.016	0.049
Si	16.233	10.861	20.277	0.006	-0.007	0.043
Si	19.01	13.572	20.396	0.005	0.002	0.043
Si	5.477	16.299	20.492	-0.009	0.007	0.042
Si	8.204	19.07	20.43	0.003	-0.001	0.041
Si	5.415	5.48	20.352	-0.027	0.001	0.047
Si	8.196	8.189	20.345	0.024	0.01	0.05
Si	5.411	10.889	20.359	0.025	0.025	0.05
Si	8.165	13.52	20.439	-0.005	-0.018	0.066
Si	10.882	16.415	20.352	-0.006	0.024	0.056
Si	13.596	19.03	20.346	-0.019	-0.002	0.037
Si	10.871	5.471	20.37	0.009	0.011	0.053
Si	13.61	8.146	20.333	0.002	-0.011	0.046
Si	10.902	10.832	20.499	-0.007	-0.015	0.074
Si	13.557	13.616	20.399	-0.005	0.02	0.047
Si	17.385	14.587	21.756	0.241	0.322	-0.69
Si	4.402	18.049	21.655	-0.123	-0.264	-0.787
Si	17.988	20.584	21.743	-0.264	-0.063	-0.78
Si	3.803	6.549	21.702	0.148	0.166	-0.821
Si	17.337	9.36	21.668	0.205	0.065	-0.763
Si	4.239	12.41	21.714	-0.173	-0.153	-0.731
Si	6.535	14.57	21.741	0.099	0.245	-0.725
Si	9.836	18	21.755	-0.2	-0.148	-0.728
Si	6.625	20.287	21.658	0.201	0.195	-0.736
Si	9.772	7.086	21.692	-0.114	-0.15	-0.762
Si	6.987	9.732	21.618	-0.09	-0.179	-0.767
Si	9.246	11.902	21.797	0.236	0.171	-0.766
Si	12.467	15.297	21.626	-0.029	-0.135	-0.727
Si	14.734	17.436	21.637	0.081	0.141	-0.766
Si	12.045	20.219	21.638	0.169	0.125	-0.759
Si	15.201	7.089	21.679	-0.069	-0.24	-0.758
Si	12.092	9.204	21.768	0.079	0.246	-0.706
Si	15.086	12.368	21.649	-0.265	-0.158	-0.712
Si	13.892	19.879	28.165	0.017	0.026	-0.001
Si	18.795	22.421	30.01	-0.096	0.099	-0.005
Si	6.761	17.042	28.438	0.019	0.07	-0.035
Si	12.193	8.437	27.996	0.005	0.025	-0.092
Si	15.687	21.917	29.597	-0.147	0.006	0.054
Si	12.433	22.053	26.468	-0.033	-0.009	0.084
Si	8.416	18.915	26.803	-0.064	-0.119	0.039
Si	9.152	10.803	26.797	-0.037	0.037	0.1
Si	16.956	14.078	29.877	-0.044	0.028	0.073
Si	13.916	5.23	23.77	-0.074	-0.015	-0.156
Si	14.348	13.421	28.299	0.08	-0.073	0.016
Si	9.37	14.454	30.968	0.124	-0.108	0.215
Si	16.128	19.264	23.801	0.033	-0.015	-0.13
Si	17.537	16.656	28.278	0.072	-0.057	0.095
Si	6.262	11.503	27.097	-0.101	-0.11	-0.019
Si	12.306	11.479	31.311	-0.028	-0.002	0.071
Si	13.443	10.953	23.949	-0.021	-0.124	-0.06
Si	9.345	19.365	31.32	0.135	0.141	-0.067
Si	9.596	17.078	24.739	-0.001	-0.01	-0.183
Si	7.775	9.937	31.865	-0.004	-0.023	0.181
Si	7.862	5.831	23.883	-0.014	0.068	-0.205
Si	20.763	20.424	29.15	-0.049	0.02	0.094
Si	7.006	15.646	24.572	-0.086	-0.002	-0.039
Si	18.629	11.216	23.91	0.07	0.115	-0.13
Si	15.441	17.903	26.328	0.014	0.044	0.024
Si	9.305	8.101	27.932	0.011	-0.124	-0.105
Si	10.699	12.353	24.574	-0.072	-0.107	-0.113
Si	4.533	17.396	24.5	0.054	0.064	-0.044
Si	14.01	10.476	26.992	-0.086	0.04	0.016
Si	9.486	11.594	29.872	0.124	0.081	0.019
Si	18.584	15.724	32.014	0.08	-0.077	-0.084
Si	5.473	19.001	26.69	0.032	-0.032	0.016
Si	7.554	16.837	31.211	-0.107	0.008	0.165
Si	9.431	21.588	26.525	0.064	0.117	-0.005
Si	19.446	15.479	26.429	-0.031	-0.02	-0.026
Si	4.912	9.391	28.678	-0.024	0.037	-0.145
Si	4.172	9.868	25.898	0.033	0.016	-0.078
Si	13.374	16.347	32.048	0.135	0.135	0.167
Si	14.64	15.067	25.653	0.05	0.034	0.032
Si	5.861	14.477	27.159	0.006	0.125	-0.107
Si	14.857	8.321	28.845	0.009	0.034	-0.074
Si	18.612	20.685	32.281	-0.153	-0.052	0.035
Si	17.413	11.466	31.195	0.058	0.073	-0.037
Si	5.602	7.964	23.849	0.03	-0.002	-0.113
Si	6.971	21.255	30.927	-0.028	-0.084	0.258
Si	6.978	7.863	29.908	-0.077	-0.009	0.067
Si	13.812	21.392	31.986	0.127	0.023	0.093
Si	18.828	18.287	30.472	0.111	0.054	0.124
Si	12.394	14.251	30.313	-0.084	-0.097	-0.011
Si	14.832	9.963	31.247	-0.013	-0.043	0.098
Si	12.433	19.018	30.641	-0.05	-0.213	0.16
Si	17.428	14.031	24.608	0.091	0.058	-0.096
Si	11.699	14.98	24.545	0.001	0.151	-0.072
Si	19.305	9.074	30.852	0.081	-0.136	0.165
Si	1.369	14.97	5.388	-0.003	-0.002	-0.003
Si	4.053	1.356	5.391	0.014	0.008	0.006
Si	1.332	4.052	5.376	-0.001	-0.001	0.003
Si	4.072	6.786	5.415	0.009	-0.001	0.007
Si	1.341	9.501	5.476	0.005	-0.001	0.007
Si	4.113	12.232	5.47	0.005	-0.004	0.009
Si	6.747	14.973	5.478	-0.026	-0.011	0.012
Si	9.551	1.41	5.415	-0.009	-0.004	0.005
Si	6.788	4.09	5.436	0.004	0.015	0.01
Si	9.524	6.777	5.452	0.014	0.005	0.005
Si	6.749	9.529	5.47	-0.005	0.021	0.011
Si	9.519	12.273	5.528	-0.004	-0.004	0.007
Si	12.242	15.029	5.443	-0.019	0.005	-0.002
Si	14.98	1.358	5.392	-0.002	-0.005	0.001
Si	12.233	4.063	5.414	-0.005	0.003	0.003
Si	14.996	6.731	5.45	0.011	-0.013	-0.003
Si	12.247	9.518	5.518	0.016	0.025	0.015
Si	15.009	12.231	5.452	0.004	-0.028	0.012
Si	2.713	16.321	6.776	-0.001	-0.007	-0.008
Si	5.427	2.706	6.767	0.002	0	0.006
Si	2.706	5.411	6.755	0	0.006	-0.006
Si	5.403	8.152	6.811	-0.005	0.01	0.001
Si	2.724	10.871	6.808	0	0.002	-0.002
Si	5.432	13.6	6.85	0.004	-0.013	0.006
Si	8.164	16.351	6.768	0.004	-0.003	-0.007
Si	10.891	2.731	6.812	0.002	0.004	0.001
Si	8.146	5.44	6.81	-0.008	-0.001	-0.005
Si	10.875	8.136	6.829	0.003	-0.003	0.002
Si	8.138	10.88	6.828	0	-0.002	-0.003
Si	10.896	13.654	6.824	0.004	0.004	0.008
Si	13.623	16.35	6.797	0.004	0.006	-0.006
Si	16.312	2.719	6.775	-0.007	-0.006	0.009
Si	13.598	5.407	6.794	0.004	-0.008	0.01
Si	16.318	8.126	6.821	-0.01	0.004	0
Si	13.624	10.896	6.826	-0.006	0.005	0.007
Si	16.355	13.61	6.791	-0.001	-0.006	-0.001
Si	1.356	17.681	8.139	0.001	0.005	-0.008
Si	4.073	4.071	8.133	0.007	0.004	-0.005
Si	1.374	6.773	8.157	-0.003	0.005	-0.006
Si	4.065	9.513	8.18	0	-0.001	0
Si	1.374	12.245	8.164	0.006	-0.004	-0.004
Si	4.057	14.97	8.169	-0.003	-0.017	0.002
Si	6.796	17.687	8.143	-0.009	-0.007	-0.007
Si	9.513	4.08	8.165	-0.004	0.001	-0.001
Si	6.789	6.806	8.163	0.018	0.014	-0.004
Si	9.51	9.513	8.171	-0.002	0.004	-0.003
Si	6.797	12.242	8.195	-0.002	0.007	0.007
Si	9.511	14.996	8.161	0.01	0	-0.002
Si	12.256	17.694	8.167	-0.001	-0.002	0.003
Si	14.959	4.062	8.159	-0.008	0	-0.004
Si	12.248	6.778	8.166	-0.008	-0.009	-0.002
Si	14.963	9.506	8.172	-0.009	-0.008	0.001
Si	12.254	12.267	8.166	0.013	0.003	0.004
Si	14.973	14.963	8.146	-0.002	0.002	-0.009
Si	16.325	16.322	9.513	-0.002	-0.002	-0.004
Si	2.719	2.715	9.504	-0.002	-0.004	-0.003
Si	16.321	5.427	9.514	-0.008	-0.004	-0.009
Si	2.714	8.144	9.529	0.008	0.006	-0.002
Si	16.327	10.878	9.519	0.005	0	-0.005
Si	2.716	13.605	9.535	0	0.001	0.002
Si	5.44	16.325	9.511	0.009	-0.008	-0.006
Si	8.152	2.72	9.518	0.007	0.002	-0.004
Si	5.43	5.433	9.508	-0.002	0.007	-0.005
Si	8.15	8.159	9.531	-0.01	-0.001	-0.001
Si	5.43	10.876	9.536	-0.001	-0.007	-0.006
Si	8.165	13.617	9.524	0	-0.009	-0.001
Si	10.885	16.337	9.522	-0.001	0.002	-0.003
Si	13.607	2.72	9.536	0.004	0.006	0.003
Si	10.878	5.433	9.527	0.002	0.003	-0.001
Si	13.597	8.151	9.525	-0.003	0.005	0.004
Si	10.881	10.891	9.508	0	0.005	-0.007
Si	13.615	13.615	9.524	-0.006	-0.004	0.002
Si	17.675	14.965	10.888	-0.007	-0.008	0
Si	4.08	17.682	10.873	0.006	0.005	-0.004
Si	17.683	4.07	10.874	0.001	0.009	-0.004
Si	4.082	6.792	10.883	0.002	0.005	0.002
Si	17.681	9.516	10.883	-0.004	-0.01	0.003
Si	4.076	12.244	10.89	0.004	0.003	0
Si	6.797	14.968	10.88	-0.007	-0.006	0
Si	9.519	17.689	10.883	0.004	-0.003	-0.002
Si	6.793	4.08	10.876	0	-0.003	-0.003
Si	9.516	6.798	10.882	0.006	0.005	-0.001
Si	6.793	9.518	10.89	0.005	0.01	0.001
Si	9.523	12.25	10.876	0.005	0.003	-0.002
Si	12.243	14.969	10.879	-0.001	0.001	0
Si	14.968	17.675	10.884	-0.008	-0.003	-0.003
Si	12.24	4.077	10.888	-0.003	-0.006	-0.001
Si	14.964	6.792	10.876	0.008	0.002	0
Si	12.236	9.525	10.87	-0.008	-0.003	-0.003
Si	14.968	12.244	10.879	-0.004	-0.004	-0.002
Si	2.725	16.321	12.241	0.003	-0.004	0.001
Si	5.436	2.721	12.239	-0.002	-0.001	-0.003
Si	2.72	5.43	12.236	0.001	-0.004	-0.002
Si	5.437	8.155	12.248	0.002	-0.005	0.003
Si	2.716	10.881	12.245	0.005	0.005	-0.002
Si	5.44	13.606	12.243	0.007	-0.008	0.002
Si	8.159	16.325	12.24	0.005	-0.001	-0.004
Si	10.883	2.718	12.249	-0.001	0.005	0.005
Si	8.158	5.434	12.24	-0.004	0.001	0.003
Si	10.873	8.17	12.233	-0.002	0.005	0.005
Si	8.155	10.89	12.232	-0.007	-0.005	0.001
Si	10.88	13.608	12.238	0.006	-0.005	0.002
Si	13.603	16.322	12.244	0	0.003	-0.001
Si	16.33	2.712	12.241	0.002	-0.001	-0.001
Si	13.602	5.44	12.239	-0.008	0.003	-0.001
Si	16.321	8.152	12.238	-0.011	0.008	0.005
Si	13.6	10.882	12.23	0.001	0	0.001
Si	16.318	13.604	12.25	0	0.001	0.002
Si	17.694	17.68	13.608	-0.002	0.006	0.003
Si	4.077	4.077	13.604	-0.002	0.004	0
Si	17.683	6.79	13.595	0.005	-0.002	-0.004
Si	4.082	9.529	13.602	-0.001	0	0.005
Si	17.677	12.241	13.609	-0.005	-0.001	0.008
Si	4.081	14.959	13.605	0.009	-0.002	0.004
Si	6.796	17.681	13.598	-0.008	0.008	0.001
Si	9.523	4.079	13.603	0.009	-0.008	0.003
Si	6.798	6.79	13.603	0.007	0.001	0.006
Si	9.506	9.528	13.591	0.002	0.009	0.002
Si	6.802	12.248	13.601	0	0.006	0.003
Si	9.518	14.966	13.602	-0.006	-0.005	0.01
Si	12.242	17.673	13.61	0.008	-0.011	-0.002
Si	14.962	4.072	13.591	0.002	0.001	-0.001
Si	12.239	6.811	13.586	-0.006	0.011	0.002
Si	14.96	9.519	13.588	0.006	-0.011	0.002
Si	12.24	12.243	13.588	-0.001	-0.002	0.006
Si	14.959	14.968	13.61	-0.018	-0.007	0
Si	16.331	16.325	14.966	0.007	-0.005	-0.005
Si	2.731	19.037	14.976	0.006	-0.005	-0.004
Si	16.324	5.422	14.951	-0.008	0.003	-0.002
Si	2.72	8.162	14.946	-0.002	0.003	0
Si	16.309	10.876	14.959	-0.01	-0.003	-0.002
Si	2.723	13.598	14.968	-0.002	0.003	-0.003
Si	5.441	16.322	14.964	0	0.001	0
Si	8.162	19.032	14.956	0.002	-0.002	-0.001
Si	5.438	5.431	14.966	0.002	-0.004	-0.008
Si	8.153	8.161	14.955	-0.009	-0.002	0
Si	5.444	10.892	14.964	0.002	0	-0.003
Si	8.153	13.613	14.965	0.004	-0.002	-0.004
Si	10.881	16.313	14.974	0.005	0.007	-0.003
Si	13.61	19.033	14.958	-0.006	0.007	-0.005
Si	10.884	5.454	14.949	0.001	0.002	-0.003
Si	13.601	8.164	14.947	-0.003	0.003	-0.004
Si	10.865	10.894	14.941	-0.002	-0.001	0.003
Si	13.589	13.605	14.955	0.005	-0.005	0.003
O	19.797	20.243	33.238	0.288	0.119	-0.288
O	17.397	15.089	28.695	0.337	-0.306	-0.365
O	7.262	14.97	23.136	0.527	-0.242	0.152
O	14.394	18.979	26.922	-0.076	0.235	-0.391
O	9.049	6.51	23.025	0.245	-0.104	0.182
O	13.469	10.589	30.64	-0.101	-0.242	-0.32
O	6.757	16.53	32.591	-0.077	-0.546	-0.056
O	15.103	20.489	23.895	0.052	0.028	0.265
O	13.615	16.352	22.159	-0.104	-0.173	0.209
O	8.131	17.795	27.954	0.332	-0.279	0.079
O	8.086	10.808	22.161	-0.116	0.063	0.114
O	10.977	11.33	30.43	-0.001	-0.089	-0.396
O	3.58	11.782	23.069	0.051	-0.069	0.378
O	7.682	11.302	26.383	0.064	0.325	-0.379
O	16.22	13.471	22.038	0.035	-0.009	0.385
O	10.931	8.128	22.213	-0.118	-0.156	0.479
O	19.785	21.713	28.948	-0.065	0.37	-0.54
O	10.767	7.526	33.573	-0.033	0.14	-0.655
O	5.155	12.909	33.499	-0.048	-0.089	-0.397
O	14.569	20.403	33.006	0.218	0.091	-0.206
O	6.849	8.744	31.269	-0.466	-0.25	0.057
O	12.681	20.908	22.961	-0.116	0.167	0.296
O	6.273	9.094	22.924	-0.217	0.322	0.099
O	13.275	8.125	29.143	-0.226	-0.327	0.5
O	14.707	16.68	25.578	-0.159	0.039	-0.494
O	8.926	9.329	32.823	0.244	0.151	-0.326
O	5.518	17.658	27.603	-0.476	-0.324	-0.031
O	12.987	21.122	27.664	0.084	0.128	0.457
O	19.749	8.83	32.391	0.001	0.008	-0.102
O	14.585	15.626	32.915	0.189	0.289	-0.196
O	5.529	19.158	22.085	-0.055	-0.126	0.266
O	17.469	19.812	23.088	0.409	-0.207	0.323
O	14.459	6.545	23.018	-0.125	0.308	0.296
O	10.664	12.811	33.789	-0.133	-0.162	-0.137
O	5.226	23.562	33.477	0.08	0.246	-0.443
O	18.122	19.367	31.47	-0.592	-0.108	0.138
O	6.303	14.632	25.607	0.087	-0.331	-0.065
O	5.115	11.184	26.003	-0.106	0.395	-0.463
O	16.061	13.345	33.607	-0.104	-0.132	-0.042
O	3.782	17.618	23.094	-0.423	0.027	0.069
O	6.744	21.541	32.532	0.123	-0.42	-0.002
O	18.001	11.881	32.648	0.665	-0.021	-0.067
O	17.399	21.42	33.042	-0.242	0.016	-0.274
O	12.519	9.91	27.369	-0.387	0.324	-0.269
O	10.78	18.269	33.831	0.1	0.102	-0.429
O	17.809	10.192	22.977	-0.054	0.002	0.405
O	16.279	8.217	22.182	-0.055	-0.058	0.476
O	9.508	20.155	32.728	0.087	0.67	-0.22
O	20.468	9.825	30.024	0.167	0.524	0.261
O	9.497	11.357	28.279	0.297	0.224	-0.008
O	18.049	10.064	30.773	-0.135	-0.159	-0.441
O	12.865	9.667	23.137	0.134	-0.236	0.414
O	11.672	14.762	22.938	-0.295	-0.355	-0.071
O	12.205	11.95	24.171	0.225	0.166	0.161
O	7.209	20.951	23.023	-0.162	-0.189	0.222
O	14.546	9.178	32.628	-0.519	0.19	-0.229
O	10.958	19.119	22.169	0.078	0.142	0.166
O	14.351	11.912	27.68	0.326	0.09	-0.042
O	7.299	22.667	30.256	0.207	0.075	-0.34
O	4.261	14.708	27.278	-0.155	-0.139	0.274
O	10.745	13.845	25.188	-0.204	0.3	0.695
O	13.434	5.642	25.229	0.241	0.069	0.077
O	4.93	8.68	25.116	0.136	-0.405	0.298
O	9.065	20.273	27.402	0.027	0.139	0.755
O	8.478	10.606	30.605	-0.19	-0.055	-0.415
O	10.793	19.003	30.652	-0.058	-0.297	-0.278
O	17.913	14.871	23.287	0.503	0.463	0.095
O	4.491	18.723	25.436	-0.281	0.488	-0.028
O	17.426	14.918	31.196	-0.158	0.042	0.046
O	12.68	13.058	31.377	0.235	0.189	0.419
O	19.319	21.841	31.415	0.462	0.374	0.315
O	15.455	18.085	22.933	0.003	-0.156	0.226
O	19.141	10.343	25.171	-0.307	-0.139	0.288
O	13.206	14.722	25.023	0.015	-0.245	0.055
O	14.55	11.687	23.029	0.24	-0.031	0.24
O	16.244	17.195	27.514	-0.34	-0.265	0.154
O	15.496	8.955	30.178	0.615	-0.21	0.042
O	12.191	10.966	32.835	0.118	-0.653	0.181
O	19.066	5.405	22.214	-0.104	-0.192	0.597
O	17.668	12.62	30.078	0.365	-0.07	-0.444
O	18.903	7.706	30.073	-0.184	0.076	-0.56
O	6.888	11.037	32.652	-0.023	0.058	-0.391
O	5.627	7.976	29.02	-0.064	-0.381	-0.066
O	12.097	16.151	33.021	-0.284	-0.292	-0.081
O	8.643	17.947	31.601	0.227	-0.143	0.214
O	9.226	14.485	32.585	-0.131	0.156	-0.025
O	4.441	7.189	23.047	-0.163	-0.009	0.463
O	12.799	20.501	31.127	-0.484	0.363	-0.133
O	5.352	13.519	22.173	0.013	0.159	0.135
O	8.961	13.068	30.268	-0.382	0.051	-0.283
O	5.639	20.667	30.219	0.091	-0.269	0.223
O	6.088	16.961	24.32	0.335	0.451	-0.142
O	8.195	8.406	29.028	0.217	0.558	0.223
O	16.09	23.663	33.701	-0.111	-0.149	-0.188
O	9.456	18.375	25.685	0.513	0.478	0.034
O	12.845	13.717	28.856	-0.282	0.154	-0.238
O	17.283	21.884	29.821	-0.007	-0.304	-0.109
O	19.697	14.714	32.634	0.29	0.064	-0.6
O	14.877	22.122	31	0.145	0.115	0.115
O	20.229	9.311	27.405	-0.607	-0.139	0.189
O	13.011	18.908	29.128	-0.253	-0.612	-0.311
O	8.239	20.293	30.567	0.162	0.183	-0.436
O	16.415	18.667	25.275	0.396	-0.085	0.269
O	15.465	6.854	28.587	-0.003	0.08	-0.349
O	20.104	16.146	25.141	-0.185	-0.335	-0.573
O	6.064	10.48	28.339	0.292	0.041	0.649
O	17.689	12.439	24.395	-0.308	-0.245	0.195
O	11.071	16.426	24.916	0.258	0.404	0.451
O	15.033	9.337	27.579	0.575	0.021	-0.158
O	17.699	17.713	29.477	-0.401	0.018	-0.125
O	13.242	17.922	31.58	0.424	0.041	0.2
O	9.179	9.184	26.738	0.185	-0.172	-0.533
O	8.435	16.05	25.195	0.188	-0.142	0.561
O	9.308	17.419	23.18	-0.197	-0.223	-0.057
O	18.288	14.484	25.9	-0.21	-0.236	0.289
O	19.973	19.1	29.674	0.074	-0.248	-0.079
O	6.738	6.913	24.293	-0.091	0.095	0.356
O	9.163	6.6	27.386	-0.339	0.027	0.318
O	15.409	13.668	29.525	-0.131	-0.101	0.417
O	10.176	11.339	25.692	0.047	-0.2	0.278
O	4.995	20.196	27.647	0.163	0.361	-0.113
O	8.496	21.562	25.223	-0.242	-0.229	0.028
O	5.184	18.336	33.709	-0.05	0.154	-0.261
O	15.177	20.53	28.93	0.195	-0.155	0.226
O	9.783	12.383	23.249	-0.163	0.442	0.172
O	17.786	16.443	33.193	-0.196	0.076	0.046
O	19.355	16.925	31.211	0.434	-0.088	0.04
O	15.835	11.211	31.449	-0.284	0.506	0.03
O	16.155	18.434	33.804	0.107	0.07	-0.396
O	10.968	21.533	26.054	0.146	-0.306	-0.337
O	12.334	7.294	26.861	0.053	0.162	-0.368
O	18.825	16.675	27.317	0.278	0.549	0.11
O	14.695	14.501	27.161	0.381	0.149	0.17
O	14.113	10.574	25.376	0.182	0.107	-0.05
O	6.973	19.277	26.149	0.162	0.035	-0.587
O	10.866	14.753	30.425	0.123	0.344	-0.493
O	12.884	22.441	32.791	-0.097	0.044	-0.374
O	6.73	15.47	28.092	0.226	-0.373	0.326
O	6.16	12.991	27.672	-0.018	-0.061	0.527
O	10.733	8.355	28.645	-0.016	-0.003	0.605
O	15.859	14.355	24.859	-0.091	-0.026	-0.155
O	13.304	15.525	30.673	0.289	0.105	-0.611
O	6.561	17.316	30.023	-0.357	0.172	0.208
O	8.322	15.589	30.537	-0.051	-0.078	-0.468

Results
total energy: -101655.992 eV
total energy less fixed offsets of O -438.35, Si -107.03 eV per atom: -2.792 eV
